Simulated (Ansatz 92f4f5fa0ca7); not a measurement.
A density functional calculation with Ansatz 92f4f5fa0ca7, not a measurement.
Periodic cell of 192 atoms, Si128O64, from a study of silicon, its oxide and their interface. The atomic structure is a simulated model.
This geometry differs little from another in the collection (a relaxation step or a small displacement).

Settings: functional r2SCAN; potential files Ansatz PAW; basis plane waves; wave-function cutoff 800 eV; density cutoff ratio 5; exchange-correlation grid ratio 1; k mesh 1 x 1 x 1, shifted by 0.5 0.5 0 of a step; self-consistency stop 1e-10 eV per atom in the density residual; occupations fixed; spin none; net charge 0.

Cell vectors (angstrom)
a, 10.888, 0, 0
b, 0, 10.888, 0
c, 0, 0, 27.8161

Atoms: element, x, y, z (angstrom)
Si, -0.1633, 0.0911, 0.2514
Si, 3.0448, 2.4375, 0.1447
Si, -0.2535, 5.7272, 0.0689
Si, 3.007, 7.9586, -0.044
Si, 5.287, 0.2508, 0.0056
Si, 8.541, 2.405, 0.0935
Si, 5.1757, 5.6492, 0.0736
Si, 8.3004, 7.8347, 0.0224
Si, 1.4192, 1.3277, 1.4385
Si, 4.1004, 4.0667, 1.439
Si, 1.3765, 6.8587, 1.3189
Si, 4.1512, 9.5163, 1.3103
Si, 6.8163, 1.4038, 1.3503
Si, 9.5757, 4.0773, 1.3846
Si, 6.788, 6.7301, 1.4086
Si, 9.4683, 9.4099, 1.3972
Si, 0.0685, 2.7449, 2.7593
Si, 2.766, -0.0665, 2.7416
Si, 0.0185, 8.1481, 2.7522
Si, 2.6832, 5.44, 2.7195
Si, 5.5014, 2.7468, 2.7754
Si, 8.1386, -0.0297, 2.713
Si, 5.4867, 8.1804, 2.7269
Si, 8.1562, 5.3718, 2.7572
Si, 1.3778, 4.0987, 4.1396
Si, 4.1107, 1.341, 4.0782
Si, 1.3692, 9.5141, 4.106
Si, 4.0848, 6.8103, 4.05
Si, 6.8309, 4.0654, 4.1616
Si, 9.5392, 1.3485, 4.0468
Si, 6.8076, 9.53, 4.118
Si, 9.5397, 6.7651, 4.0804
Si, 0.0057, 0.0057, 5.4358
Si, 2.7465, 2.7079, 5.4508
Si, -0.004, 5.4377, 5.4807
Si, 2.727, 8.1489, 5.443
Si, 5.4406, -0.009, 5.4699
Si, 8.1951, 2.6874, 5.464
Si, 5.4425, 5.4587, 5.4451
Si, 8.1834, 8.1501, 5.4384
Si, 1.355, 1.3629, 6.809
Si, 4.095, 4.0863, 6.802
Si, 1.3691, 6.8094, 6.8145
Si, 4.0653, 9.5172, 6.8133
Si, 6.8046, 1.3535, 6.813
Si, 9.528, 4.0702, 6.8241
Si, 6.8083, 6.8093, 6.8112
Si, 9.5331, 9.5251, 6.7916
Si, -0.0041, 2.7231, 8.1779
Si, 2.7066, -0.0047, 8.1708
Si, 0.0059, 8.1791, 8.1583
Si, 2.7307, 5.4424, 8.1574
Si, 5.4502, 2.7317, 8.1645
Si, 8.1578, -0.0132, 8.1488
Si, 5.4299, 8.1603, 8.1658
Si, 8.1633, 5.4358, 8.1736
Si, 1.3657, 4.099, 9.5095
Si, 4.0637, 1.3822, 9.5073
Si, 1.3393, 9.5362, 9.542
Si, 4.0887, 6.7844, 9.5358
Si, 6.8005, 4.0819, 9.5426
Si, 9.4845, 1.3678, 9.5086
Si, 6.7758, 9.5417, 9.5023
Si, 9.5416, 6.8088, 9.5073
Si, -0.04, 0.0473, 10.8664
Si, 2.7149, 2.753, 10.8731
Si, 0.0156, 5.4461, 10.8787
Si, 2.7036, 8.1383, 10.8721
Si, 5.4223, 0.0325, 10.8634
Si, 8.1272, 2.7007, 10.9118
Si, 5.4506, 5.4281, 10.9236
Si, 8.1452, 8.1707, 10.8187
Si, 1.2981, 1.4531, 12.2133
Si, 4.0824, 4.0525, 12.2894
Si, 1.3822, 6.7705, 12.2783
Si, 4.05, 9.5475, 12.1682
Si, 6.7255, 1.3785, 12.3069
Si, 9.5352, 4.0674, 12.2053
Si, 6.8509, 6.8132, 12.2257
Si, 9.4479, 9.5663, 12.1622
Si, -0.0235, 2.8038, 13.6713
Si, 2.64, 0.0328, 13.4564
Si, -0.0835, 8.195, 13.4496
Si, 2.7809, 5.401, 13.6903
Si, 5.3685, 2.7101, 13.7594
Si, 8.0925, -0.0178, 13.6012
Si, 5.4579, 8.2191, 13.4945
Si, 8.2207, 5.4127, 13.5697
Si, 1.3434, 4.1697, 15.1507
Si, 3.834, 1.3077, 14.9958
Si, 1.2356, 9.5809, 14.7375
Si, 4.2154, 6.8556, 14.9142
Si, 6.7999, 4.1777, 15.0137
Si, 9.4299, 1.3599, 14.913
Si, 7.873, 7.7308, 16.1746
Si, 9.5967, 6.8218, 14.894
Si, -0.0008, 0.0706, 16.2033
Si, 2.2067, 2.3252, 16.3598
Si, 0.4772, 6.0786, 16.2997
Si, 2.6836, 8.2605, 15.9522
Si, 4.4997, -0.2301, 16.6525
Si, 8.2387, 2.8368, 16.2798
Si, 6.038, 6.0731, 16.2404
Si, 6.8189, 9.4327, 14.9832
Si, 1.1741, 25.5667, 25.8946
Si, 31.8468, -22.9791, 21.357
Si, -2.6002, 0.2459, 23.5756
Si, 7.7917, -9.6131, 18.8574
Si, 9.0023, 20.4422, 18.3922
Si, -2.6729, 17.3164, 23.4457
Si, 3.133, 11.428, 23.6213
Si, -20.3024, -1.1549, 25.6349
Si, -26.6405, -17.0075, 25.0144
Si, -1.3874, -19.1995, 25.2007
Si, 9.6555, 4.095, 22.5891
Si, -12.1775, 4.7855, 18.1979
Si, 10.0754, 24.406, 20.2634
Si, -6.2158, 8.8124, 23.2073
Si, 16.6644, 13.0506, 23.4826
Si, 39.3809, 5.6274, 19.0815
Si, 27.6086, 24.6837, 20.4828
Si, 17.1428, -14.4777, 21.4969
Si, 1.4442, -16.6462, 23.1486
Si, 12.4218, 0.9009, 21.0226
Si, 3.5878, -31.069, 18.8985
Si, 4.1358, -26.687, 23.0311
Si, 43.4798, -24.874, 23.6508
Si, 17.6362, 31.2154, 25.554
O, -0.6781, 21.0581, -10.3397
O, -12.309, 47.3577, -3.659
O, -8.427, 14.1453, -1.132
O, -1.5663, -9.3381, -8.4731
O, -15.7565, -0.3095, -1.3556
O, 22.2567, -0.5073, -1.1059
O, 2.1848, 33.8526, -5.3343
O, -3.6801, 5.7506, -3.3091
O, 11.4293, 8.9687, -3.2571
O, 21.6343, 5.8214, -10.0306
O, 10.0944, -6.8377, -8.2912
O, 40.8648, -27.1429, -9.3496
O, 10.987, -8.3064, -1.9696
O, 22.4645, 2.1909, -7.2472
O, 1.6712, 4.189, -3.3865
O, 7.7642, -32.9517, -9.3143
O, 15.4374, -10.3207, 18.0767
O, 15.4996, -5.6862, 24.3575
O, -4.2368, -25.683, 19.9763
O, 19.2673, 13.7698, 26.3391
O, -5.2433, 13.835, 22.0779
O, -3.4759, -2.5466, 26.5479
O, 5.6898, -16.0226, 17.8324
O, 2.8392, 13.4717, 17.846
O, 27.407, -12.8967, 24.5189
O, -8.5876, -10.8268, 24.9313
O, 7.4302, 2.1518, 17.5399
O, 16.8686, 21.0583, 16.2082
O, -9.8795, -15.1672, 23.5953
O, -2.4739, -2.648, 17.657
O, 32.9607, -6.4085, 22.231
O, 8.7011, 5.3543, 22.3246
O, 14.6512, 10.0959, 22.9914
O, -3.3917, -14.2558, 22.5066
O, 26.1806, 13.504, 19.8257
O, 20.3141, -7.1327, 16.9556
O, 2.6404, 11.5819, 19.861
O, -8.4266, 30.4539, 26.3921
O, 3.7473, -3.3858, 23.417
O, 20.3648, 17.6676, 27.3538
O, -6.7562, 23.1178, 27.3823
O, 17.1781, 3.2285, 24.584
O, 20.3869, 9.2453, 19.9048
O, 3.5091, 9.3582, 16.8846
O, 15.2346, 12.4454, 23.9621
O, 1.0593, 1.2021, 16.7368
O, -1.3598, -20.6539, 27.6716
O, -4.4666, -6.5781, 19.9533
O, 13.7464, -5.6512, 22.3808
O, 4.0899, -4.1073, 27.3492
O, 9.258, 2.836, 21.66
O, 7.9726, -0.9162, 24.6508
O, -25.8512, 1.6901, 20.0597
O, 22.3141, 10.5317, 21.1289
O, -5.5323, -4.8596, 21.9755
O, 5.4167, -2.2345, 21.762
O, 8.9821, 10.544, 22.2307
O, 1.6466, -14.5934, 16.6613
O, 0.4848, -16.6878, 26.5737
O, -0.3992, 8.358, 22.1739
O, -1.4527, -14.6308, 24.2271
O, 20.1974, 1.2334, 24.3433
O, 28.6547, -9.8962, 23.277
O, 27.6625, 4.9108, 26.615

Results
free energy: -118376.696 eV
free energy less fixed offsets of O -570.45, Si -639.56 eV per atom: -4.216 eV

Forces (eV/angstrom), in the order of the atoms: element, x, y, z
Si, 0.0003, 0.0017, -0.0184
Si, 0.0005, 0.0013, -0.0176
Si, 0.0022, -0.0021, -0.0203
Si, 0.0007, 0.0008, -0.0208
Si, 0.0017, -0.0015, -0.0149
Si, 0.0042, -0.0026, -0.0212
Si, 0.0043, -0.0019, -0.0219
Si, -0.0055, -0.0003, -0.0177
Si, 0.0019, 0.0016, 0.0007
Si, 0.0009, -0.0011, 0.0014
Si, -0.0001, 0.0016, -0.002
Si, -0.0009, 0.0015, -0.0007
Si, 0.0003, -0.0038, 0.0005
Si, 0.0004, 0, -0.0004
Si, -0.0002, -0.0003, 0
Si, -0.0031, -0.0012, -0.0002
Si, 0.0008, 0.0006, -0.0014
Si, 0.0035, -0.0001, -0.0016
Si, 0.0011, -0.0014, -0.0025
Si, -0.0009, -0.0007, 0.0005
Si, -0.0005, 0, -0.002
Si, -0.0005, -0.0023, 0.0007
Si, -0.0011, 0.0021, -0.001
Si, 0.0005, 0.0002, -0.0023
Si, -0.0014, 0.0006, 0.0007
Si, 0.0019, -0.0006, 0.0003
Si, 0.0002, -0.0015, -0.002
Si, -0.0003, -0.0004, 0.0006
Si, -0.0001, -0.0012, 0.0014
Si, -0.0003, 0.0003, 0.0004
Si, 0.0006, 0.0009, -0.002
Si, 0.002, -0.0009, -0.0001
Si, -0.0004, -0.0003, 0.0002
Si, 0.0003, -0.0002, -0.0011
Si, 0.0002, -0.0002, 0
Si, -0.0003, -0.0013, 0.0002
Si, -0.0013, -0.0011, -0.0005
Si, -0.0005, 0.0014, -0.001
Si, -0.0002, 0.0002, -0.0004
Si, -0.0004, -0.0013, -0.0005
Si, 0.0008, -0.0001, -0.0021
Si, -0.001, -0.0016, -0.0004
Si, -0.0005, -0.0006, -0.001
Si, -0.0005, -0.0011, -0.0015
Si, -0.001, -0.0002, -0.0006
Si, -0.0004, -0.0002, -0.0006
Si, 0.0015, 0.0001, -0.0012
Si, 0.0008, -0.0001, -0.0009
Si, 0, -0.0006, 0.0006
Si, -0.0021, -0.0003, 0.0001
Si, -0.0004, -0.0006, 0
Si, 0, -0.0012, -0.0004
Si, -0.0007, 0.0009, -0.0003
Si, -0.0001, -0.0012, -0.0005
Si, -0.0011, -0.0013, 0.0001
Si, -0.0004, -0.0009, 0.0004
Si, -0.0012, -0.0006, 0.0013
Si, -0.0007, 0.0001, 0.0006
Si, -0.0003, -0.0002, -0.0013
Si, -0.0001, -0.0011, -0.0001
Si, -0.0014, 0.0001, -0.0003
Si, 0.0014, -0.0011, 0.0007
Si, 0.0006, 0, 0.0008
Si, -0.0004, -0.0002, 0.0015
Si, -0.0002, 0.0022, 0.0014
Si, -0.0019, 0.0002, 0.0002
Si, 0.0002, -0.0003, -0.0016
Si, -0.0002, -0.0035, -0.0007
Si, 0.0002, 0.0031, 0.0001
Si, 0.0008, -0.0024, -0.0012
Si, -0.001, -0.0015, -0.0016
Si, 0.0014, -0.0008, -0.0014
Si, 0.0006, -0.0015, 0.0013
Si, -0.0007, -0.0002, 0.0005
Si, 0.0003, 0.0002, -0.0015
Si, -0.0001, -0.0019, -0.0003
Si, -0.0025, 0.001, 0.0017
Si, 0.0029, 0.0004, 0.0007
Si, -0.0007, -0.0013, 0
Si, -0.0035, -0.003, -0.0016
Si, -0.0008, -0.0012, 0.0027
Si, 0.0006, 0.0022, 0.0033
Si, -0.002, -0.0034, 0.0019
Si, -0.0048, -0.0031, -0.0003
Si, -0.0006, -0.0021, 0.0036
Si, -0.0004, -0.0008, 0.0011
Si, 0.0016, 0.001, 0.0015
Si, 0.0002, 0.001, 0.0032
Si, 0.0013, -0.0015, -0.0045
Si, -0.0021, -0.0008, -0.001
Si, 0.0028, 0.0046, 0.0009
Si, -0.0022, -0.002, 0.0002
Si, -0.0035, -0.0022, 0.0003
Si, -0.0018, 0.001, -0.0014
Si, 0.0001, 0.0005, 0.0128
Si, -0.0033, 0.0021, 0.0009
Si, -0.0059, -0.0043, 0.0169
Si, 0.002, -0.0017, 0.0198
Si, 0.0004, -0.001, 0.0139
Si, 0.0014, -0.0021, 0.0118
Si, -0.0025, 0.0043, 0.0232
Si, -0.0031, -0.0005, 0.0224
Si, 0.003, 0.0023, 0.0201
Si, -0.0019, 0.0019, 0.0041
Si, -0.0013, -0.0028, -0.0289
Si, 0.0049, 0.0017, 0.0121
Si, -0.0038, 0.0007, -0.011
Si, 0.0026, 0.0005, 0.0248
Si, -0.0023, 0.0055, 0.0261
Si, 0.0001, -0.0004, -0.0114
Si, 0.0051, -0.0007, -0.017
Si, -0.0005, 0.0026, -0.0321
Si, 0.0009, -0.0044, -0.0323
Si, 0.0013, -0.0017, -0.0315
Si, 0.0013, 0.0022, -0.0063
Si, -0.0071, -0.0051, 0.0281
Si, 0.0033, -0.0014, 0.0155
Si, -0.0035, -0.0015, -0.0125
Si, 0.0011, -0.001, -0.011
Si, -0.0002, 0.0033, 0.0251
Si, -0.0024, 0, -0.0032
Si, -0.0044, 0.0016, 0.0075
Si, 0.0006, 0.0052, -0.0131
Si, -0.0047, 0.0008, 0.0086
Si, 0.0008, 0.0009, 0.0286
Si, -0.0028, 0.003, -0.0109
Si, -0.0008, -0.0067, -0.0119
Si, 0.0019, 0.0027, -0.0364
O, 0.0092, 0.0069, -0.0167
O, 0.0019, -0.0037, 0.0117
O, 0.0086, -0.0055, 0.0199
O, -0.0043, -0.001, -0.0075
O, -0.0079, 0.0084, 0.0172
O, -0.0029, 0.0044, 0.018
O, 0.0008, 0, 0.0017
O, -0.0018, -0.0022, 0.0146
O, 0.0037, 0.0068, 0.0122
O, 0.0052, 0.0056, -0.0152
O, -0.0027, 0.0048, -0.011
O, 0.0109, -0.0018, -0.0135
O, 0.0059, 0.0035, 0.0167
O, -0.0014, 0.0005, -0.0051
O, -0.0015, -0.0051, 0.0134
O, 0.0009, -0.0028, -0.0095
O, 0.0032, -0.0062, -0.018
O, 0.0048, -0.0001, 0.0052
O, 0.0009, -0.0047, -0.0119
O, -0.003, 0.0008, 0.0221
O, -0.0006, -0.0026, -0.0083
O, 0.0094, -0.009, 0.0182
O, -0.0057, 0.0042, -0.0242
O, -0.0057, 0.0038, -0.0191
O, 0.0061, 0.0015, 0.0138
O, -0.0039, -0.0069, 0.0119
O, 0.0042, 0.0094, -0.0252
O, 0.0053, -0.0008, -0.0068
O, -0.0021, 0.0008, 0.0034
O, -0.0047, -0.0076, -0.0139
O, 0.0027, -0.0012, 0.0061
O, -0.0007, -0.0011, 0.0028
O, 0.0031, 0.0041, 0.0062
O, 0.0036, -0.0009, -0.0023
O, 0.0006, -0.0006, -0.0119
O, -0.0041, -0.0048, -0.0167
O, 0.0071, 0.0028, -0.012
O, 0.0069, -0.0066, 0.0186
O, 0.002, 0.0016, 0.0029
O, 0.0023, -0.0003, 0.0078
O, -0.001, -0.0002, 0.0158
O, -0.0015, 0.0087, 0.0034
O, -0.0036, -0.0011, -0.0156
O, -0.0028, -0.0034, -0.0199
O, -0.0002, -0.001, 0.0019
O, -0.0015, -0.0012, -0.0066
O, 0.0017, -0.0015, 0.0108
O, 0.0005, 0.0048, -0.0087
O, 0.0012, 0.001, -0.0044
O, -0.0003, 0.0018, 0.0097
O, 0.0009, 0.0013, -0.0036
O, -0.0043, -0.0067, 0.0114
O, 0.0035, -0.0019, -0.0096
O, -0.0004, 0.001, -0.002
O, 0.0005, 0.0017, 0.0034
O, 0.0057, -0.0004, 0.0044
O, -0.0003, -0.0014, 0.0007
O, -0.0004, -0.0041, -0.0085
O, -0.0072, 0.0081, 0.0159
O, -0.0006, 0.0015, 0.0012
O, -0.0005, 0.0021, 0.0096
O, 0.0022, 0.0047, 0.0074
O, 0.0033, -0.0029, 0.0059
O, -0.0077, 0.0071, 0.029

The program warned: the cutoff lies below the one the program advises for these potential files; the forces do not sum to zero within the program's tolerance; empty levels may hold ghost states of the PAW files; the exchange-correlation potential is rough where the density is thin.
